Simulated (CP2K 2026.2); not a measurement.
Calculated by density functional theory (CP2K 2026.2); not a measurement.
Periodic cell of 440 atoms, Si320O120, from a study of silicon, its oxide and their interface. The atomic structure is a simulated model.
Doubt: the forces sum to 1.00 eV/angstrom along one axis rather than to zero, so they err by at least 0.0023 eV/angstrom per atom on average; the grid cutoff is modest.

Settings: functional PBE; method Gaussian and plane waves; basis set DZVP-MOLOPT-SR-GTH; pseudopotentials GTH-PBE; grid cutoff 350 Ry, relative cutoff 50 Ry; k points Gamma only; occupations fixed; spin none; net charge 0.

Cell vectors (angstrom)
a	15.3866	0	0
b	0	15.3867	0
c	2.9733	3.8002	33.4115

Atoms and the computed forces on them: element, x, y, z (angstrom), force x, y, z (eV/angstrom)
Si	3.018	18.03	28.811	-0.105	0.215	0.658
Si	3.051	5.06	28.657	0.015	-0.027	-0.049
Si	3.017	9.877	28.943	-0.101	-0.031	0.697
Si	2.995	12.951	28.777	0.039	0.139	0.739
Si	6.704	17.894	28.87	0.199	0.24	0.701
Si	6.872	4.91	28.758	0	-0.111	0.779
Si	6.705	9.845	28.956	0.038	-0.058	0.699
Si	6.822	12.932	28.789	-0.007	0.119	0.747
Si	10.588	17.961	28.52	-0.012	0.156	0.625
Si	10.768	4.993	28.702	-0.067	-0.256	0.663
Si	10.429	9.79	28.511	0.182	-0.322	0.686
Si	10.661	12.953	28.534	0.018	0.297	0.837
Si	14.45	17.64	28.674	0.055	-0.197	0.793
Si	14.676	5.338	28.717	-0.084	0.166	0.78
Si	14.533	9.942	28.58	-0.125	-0.199	0.816
Si	14.61	13.077	28.602	-0.082	0.178	0.776
Si	4.84	17.368	30.151	-0.001	-0.034	-0.052
Si	4.945	5.621	29.95	0.072	0.072	-0.045
Si	4.858	9.633	30.311	-0.03	-0.002	0.016
Si	4.906	13.343	30.074	0.001	0.014	-0.04
Si	8.744	17.305	29.892	-0.018	-0.036	-0.09
Si	8.81	5.591	29.92	0.029	0.028	-0.096
Si	8.712	9.538	30.08	0.02	0.008	-0.014
Si	8.799	13.323	29.962	0.017	-0.008	-0.046
Si	12.478	17.324	29.888	-0.021	-0.009	-0.045
Si	12.661	5.602	29.97	-0.001	0.05	-0.062
Si	12.506	9.504	29.747	-0.022	0.018	-0.046
Si	12.601	13.355	29.83	0.013	-0.002	-0.07
Si	16.441	17.313	29.941	-0.012	-0.055	-0.082
Si	16.573	5.607	30.028	-0.037	0.017	-0.037
Si	16.376	9.585	30.032	-0.051	-0.003	-0.031
Si	16.451	13.329	30.035	-0.007	0.003	-0.05
Si	4.894	3.849	31.526	0.033	0.034	-0.025
Si	4.906	7.552	31.348	-0.016	0.019	0.042
Si	4.895	11.549	31.591	0.001	0.017	0.068
Si	4.885	15.333	31.331	-0.002	-0.029	0.036
Si	8.781	3.751	31.397	-0.008	-0.005	0.004
Si	8.757	7.537	31.288	-0.013	0.027	0.035
Si	8.777	11.467	31.425	0	0.007	0.041
Si	8.766	15.326	31.218	-0.018	-0.032	0.024
Si	12.603	3.744	31.405	-0.007	0.013	0.005
Si	12.588	7.611	31.202	0.038	0.004	0.017
Si	12.562	11.419	31.227	-0.01	-0.005	0.04
Si	12.559	15.32	31.175	0.052	-0.024	0.027
Si	16.453	3.746	31.45	0.009	0.011	-0.019
Si	16.457	7.597	31.298	-0.012	0.016	0.032
Si	16.42	11.458	31.452	0	-0.001	0.06
Si	16.463	15.341	31.263	-0.019	-0.022	0.042
Si	2.961	3.782	32.824	0.006	-0.021	0.032
Si	2.973	7.595	32.704	0.02	0.025	-0.007
Si	2.934	11.485	32.838	0.009	-0.011	0.01
Si	2.962	15.317	32.694	0.005	-0.005	-0.013
Si	6.865	3.785	32.774	0	-0.001	0.062
Si	6.845	7.57	32.687	0.006	0.023	0.015
Si	6.873	11.492	32.815	0.007	-0.001	0.003
Si	6.851	15.326	32.642	0.005	0.003	-0.008
Si	10.689	3.766	32.754	0.007	0.004	0.032
Si	10.694	7.592	32.638	-0.002	0.01	-0.023
Si	10.719	11.455	32.71	-0.001	0.001	-0.011
Si	10.678	15.309	32.617	0.001	-0.009	-0.021
Si	14.515	3.747	32.761	-0.015	-0.014	0.021
Si	14.5	7.596	32.624	-0.01	-0.006	-0.001
Si	14.445	11.444	32.691	0.008	-0.021	-0.016
Si	14.493	15.325	32.589	-0.011	-0.015	-0.015
Si	15.427	13.439	11.566	-0.002	0.001	-0.001
Si	15.442	1.876	11.595	0.014	-0.008	0
Si	15.432	5.708	11.553	-0.011	0.023	-0.009
Si	15.455	9.591	11.545	-0.006	0.007	0.002
Si	3.831	13.42	11.565	0.007	0.005	-0.003
Si	3.826	1.893	11.581	0.003	-0.009	0
Si	3.822	5.715	11.58	0.002	0.026	-0.004
Si	3.876	9.571	11.56	0.008	0.013	-0.005
Si	7.689	13.439	11.547	0.003	-0.003	-0.023
Si	7.671	1.877	11.578	0.005	-0.013	0.001
Si	7.708	5.708	11.507	-0.017	0.001	-0.01
Si	7.74	9.596	11.519	-0.011	-0.01	0
Si	11.497	13.424	11.523	0.006	-0.002	-0.01
Si	11.508	1.896	11.541	0.009	-0.009	-0.012
Si	11.553	5.721	11.553	0.009	-0.007	-0.005
Si	11.527	9.58	11.534	-0.002	-0.008	-0.011
Si	1.946	13.441	12.99	-0.047	0.005	0.016
Si	1.965	1.874	13.038	-0.011	0.006	0.019
Si	1.913	5.675	12.999	0.015	-0.017	0.003
Si	1.98	9.579	12.956	-0.001	0.002	0.004
Si	5.763	13.428	12.895	-0.014	-0.013	0.011
Si	5.734	1.874	12.943	0.007	0.024	-0.002
Si	5.792	5.695	12.856	-0.011	-0.003	0.005
Si	5.837	9.584	12.869	0.011	-0.017	-0.019
Si	9.59	13.429	12.932	0.01	-0.003	0.013
Si	9.593	1.859	12.939	0.005	-0.001	0.013
Si	9.608	5.739	12.885	-0.002	0.002	0.004
Si	9.62	9.624	12.938	0.012	-0.001	0.001
Si	13.441	13.435	12.819	-0.021	0.005	0.006
Si	13.457	1.92	12.847	0.008	-0.01	0.012
Si	13.507	5.708	12.885	-0.002	0.005	0.004
Si	13.488	9.561	12.815	0.003	0.006	0
Si	1.98	15.335	14.439	0.002	-0.002	-0.019
Si	1.906	3.774	14.465	-0.018	0.02	-0.019
Si	1.946	7.633	14.303	-0.011	0.014	-0.03
Si	2.012	11.505	14.338	-0.007	-0.004	-0.057
Si	5.688	15.319	14.294	0.007	0.016	0.012
Si	5.712	3.818	14.277	0.023	0.022	-0.07
Si	5.895	7.628	14.162	0.008	0.025	-0.049
Si	5.859	11.504	14.233	0.014	-0.002	-0.021
Si	9.548	15.321	14.335	0.01	0.03	-0.028
Si	9.594	3.818	14.236	0.001	-0.007	-0.029
Si	9.631	7.67	14.242	0.026	-0.004	-0.015
Si	9.602	11.546	14.349	0.015	-0.041	-0.027
Si	13.377	15.373	14.138	-0.013	-0.021	-0.058
Si	13.52	3.795	14.265	-0.003	0.011	-0.052
Si	13.533	7.658	14.186	0	-0.014	-0.054
Si	13.454	11.491	14.12	0.008	0.014	-0.071
Si	15.262	15.372	15.503	0.015	0.032	0.044
Si	15.333	3.71	15.837	-0.008	-0.001	0.092
Si	15.393	7.633	15.658	-0.003	-0.009	0.063
Si	15.35	11.44	15.48	0.004	-0.009	0.026
Si	3.923	15.241	15.911	-0.091	0.003	0.063
Si	3.868	3.789	15.799	-0.011	-0.006	0.081
Si	3.979	7.587	15.468	0	-0.017	0.01
Si	4.012	11.526	15.655	-0.053	-0.041	0.07
Si	7.574	15.322	15.666	0.016	0.004	-0.016
Si	7.664	3.833	15.573	-0.007	0.049	0
Si	7.755	7.685	15.646	-0.007	0.004	0.012
Si	7.684	11.588	15.757	0.037	-0.02	0.039
Si	11.518	15.388	15.61	-0.036	0.003	0.038
Si	11.544	3.877	15.519	0.005	0.01	0.029
Si	11.594	7.695	15.5	0.019	0.006	0.035
Si	11.603	11.555	15.574	-0.017	0	0.033
Si	15.083	13.396	16.676	0.051	-0.025	-0.725
Si	14.751	17.079	17.049	0.282	0.2	-0.78
Si	14.978	5.736	17.001	0.294	-0.12	-0.801
Si	14.959	9.596	16.875	0.147	-0.023	-0.779
Si	4.689	13.26	17.162	0.107	-0.026	-0.019
Si	4.213	17.244	17.168	-0.192	-0.008	-0.74
Si	4.335	5.812	16.955	-0.25	-0.144	-0.743
Si	4.276	9.478	16.751	-0.07	0.158	-0.727
Si	7.163	13.486	17.142	-0.056	0.012	0.021
Si	7.331	1.937	16.881	0.505	-0.015	-0.18
Si	7.472	5.734	16.934	0.263	0.037	-0.773
Si	7.383	9.604	16.993	0.257	0.015	-0.809
Si	12.013	13.471	16.876	-0.156	0.012	-0.775
Si	11.645	1.999	16.863	-0.089	-0.118	-0.663
Si	11.851	5.797	16.821	-0.211	0.007	-0.831
Si	11.842	9.601	16.824	-0.196	0.018	-0.796
Si	8.318	14.281	19.191	-0.356	-0.37	-0.411
Si	12.759	15.717	21.47	0.022	-0.049	-0.092
Si	14.405	7.581	26.568	-0.022	0.057	0.048
Si	4.766	4.032	21.325	0.064	0.011	-0.033
Si	4.862	13.591	22.006	-0.02	-0.071	0.003
Si	2.281	12.746	23.444	0.054	0.055	0.012
Si	9.635	9.265	19.113	0.04	-0.028	-0.137
Si	9.68	6.134	19.099	-0.064	0.088	-0.118
Si	9.659	17.054	25.578	0.131	0.101	0.221
Si	11.054	13.497	19.857	-0.079	0.068	0.062
Si	16.391	5.161	19.717	0.005	-0.009	-0.041
Si	16.601	3.697	24.71	0.031	0.055	0.039
Si	5.249	4.023	24.449	-0.041	0.094	0.068
Si	15.42	5.095	22.472	-0.067	-0.158	0.016
Si	11.436	17.97	23.137	0.028	0.037	-0.004
Si	15.893	10.218	19.773	-0.018	0.117	-0.096
Si	6.647	17.102	25.826	0.045	0.014	0.169
Si	17.007	10.165	24.286	-0.008	0.085	0.008
Si	3.388	9.494	19.547	0.037	0.019	-0.111
Si	3.46	8.632	26.225	0.109	-0.07	0.016
Si	6.408	14.028	25.951	-0.068	0.067	0.194
Si	9.011	17.156	18.482	-0.447	0.208	-0.451
Si	3.595	6.511	19.928	0.035	0.038	-0.12
Si	10.651	14.24	25.582	0.005	-0.145	0.094
Si	16.396	13.149	19.414	-0.05	0.011	-0.108
Si	15.319	7.906	23.567	-0.099	0.035	0.141
Si	6.419	8.719	26.204	0.054	0.029	0.086
Si	13.442	14.532	24.329	-0.064	-0.009	-0.01
Si	15.523	16.068	19.973	-0.051	0.041	-0.075
Si	7.226	5.791	25.685	-0.015	-0.016	0.19
Si	9.731	6.645	24.348	-0.08	0.062	0.051
Si	15.039	15.515	26.592	-0.043	-0.108	0.108
Si	3.431	14.041	25.919	0.024	-0.048	0.09
Si	2.491	2.517	19.767	0.04	-0.051	-0.103
Si	2.489	16.737	26.051	-0.068	0.048	0.067
Si	3.068	5.512	26.279	0.018	-0.03	0.661
Si	6.995	15.338	21.761	0.046	0.022	-0.092
Si	9.868	11.728	23.86	-0.099	-0.025	-0.011
Si	11.139	10.792	21.202	-0.145	0.031	-0.089
Si	9.268	9.392	25.66	-0.037	-0.158	0.19
Si	7.352	12.969	23.426	-0.121	0.036	-0.074
Si	14.914	12.033	23.633	0.108	-0.031	-0.013
Si	13.71	3.906	24.561	0.022	0.09	-0.015
Si	9.693	4.836	21.96	0.008	0	0.029
Si	4.083	12.447	19.348	0.073	0.095	-0.656
Si	12.016	5.985	26.035	-0.026	-0.061	0.1
Si	13.803	9.731	21.876	0.043	0.049	0.084
Si	7.616	2.835	21.14	0.007	-0.026	-0.152
Si	15.397	13.408	0.689	0.013	0.007	0.012
Si	15.36	1.919	0.713	0.003	-0.006	0.006
Si	15.396	5.709	0.683	-0.007	0.003	0.005
Si	15.357	9.633	0.706	0.006	-0.015	0.011
Si	3.87	13.412	0.653	0.014	0.008	0.006
Si	3.876	1.905	0.702	-0.001	-0.022	-0.001
Si	3.872	5.705	0.657	-0.006	-0.013	0.001
Si	3.879	9.644	0.679	-0.007	-0.002	0.006
Si	7.714	13.397	0.64	-0.007	0.001	0.008
Si	7.715	1.909	0.657	-0.027	-0.007	0.006
Si	7.718	5.708	0.623	0.001	0.005	0.012
Si	7.715	9.605	0.62	-0.001	-0.004	0.018
Si	11.54	13.387	0.648	0.023	-0.008	-0.002
Si	11.523	1.907	0.645	-0.007	0.013	0.006
Si	11.528	5.707	0.62	0.022	0	0.004
Si	11.506	9.607	0.594	0.005	0.011	0.001
Si	1.946	13.409	2.026	-0.01	0.023	0.009
Si	1.929	1.903	2.035	-0.006	-0.03	0.008
Si	1.944	5.719	2.024	-0.001	0.008	-0.004
Si	1.932	9.613	2.023	-0.008	-0.015	-0.005
Si	5.793	13.409	2.011	0.013	0.025	0.006
Si	5.802	1.909	2.037	0.001	-0.007	0.007
Si	5.799	5.718	2.005	0	0.014	-0.007
Si	5.806	9.61	2.017	-0.001	-0.008	-0.006
Si	9.625	13.402	2.019	-0.006	0.028	0.003
Si	9.623	1.901	2.03	0.005	-0.03	-0.002
Si	9.625	5.709	2.009	-0.008	0.004	-0.009
Si	9.62	9.608	2.006	-0.011	-0.015	-0.014
Si	13.458	13.404	2.024	0	0.024	0.005
Si	13.432	1.912	2.039	0	-0.029	0.006
Si	13.448	5.719	2.007	0.004	0.011	-0.007
Si	13.413	9.608	2.014	0.008	-0.021	-0.007
Si	1.932	15.348	3.374	0.001	-0.002	-0.004
Si	1.934	3.813	3.404	0.009	0.011	0
Si	1.935	7.664	3.362	0.006	-0.003	0.002
Si	1.934	11.509	3.409	0.012	-0.003	-0.002
Si	5.789	15.346	3.364	0.003	0	-0.005
Si	5.791	3.82	3.397	0.005	-0.003	0.003
Si	5.786	7.66	3.351	-0.001	0.002	-0.007
Si	5.793	11.51	3.398	0.008	-0.007	0.001
Si	9.624	15.343	3.369	0.003	0.001	0.003
Si	9.624	3.812	3.402	-0.001	0	0.013
Si	9.625	7.658	3.351	0.005	0.002	-0.006
Si	9.623	11.502	3.403	0.006	-0.004	0.009
Si	13.456	15.348	3.367	-0.014	-0.002	-0.002
Si	13.452	3.822	3.402	-0.021	0.003	0.003
Si	13.453	7.661	3.354	0.003	-0.001	-0.009
Si	13.45	11.504	3.404	-0.014	0	0.004
Si	15.386	15.348	4.73	0	-0.004	-0.006
Si	15.387	3.815	4.75	-0.005	-0.012	-0.004
Si	15.386	7.66	4.718	-0.007	0.006	0.001
Si	15.386	11.502	4.753	-0.006	-0.006	-0.003
Si	3.862	15.35	4.727	0.007	0.001	-0.005
Si	3.863	3.814	4.751	0.008	-0.003	0
Si	3.863	7.659	4.723	0.004	0	0.003
Si	3.865	11.504	4.753	0.001	-0.004	0.001
Si	7.701	15.347	4.736	-0.003	-0.002	0.001
Si	7.702	3.813	4.76	-0.005	-0.001	0.001
Si	7.702	7.657	4.723	-0.013	-0.003	-0.001
Si	7.703	11.505	4.765	-0.005	0.014	0.01
Si	11.545	15.346	4.739	0.008	-0.002	0.001
Si	11.543	3.815	4.767	0.01	-0.006	0.005
Si	11.543	7.656	4.734	0.004	-0.003	0.002
Si	11.541	11.507	4.77	0.004	0.015	0.01
Si	15.388	13.432	6.106	-0.005	-0.003	-0.002
Si	15.389	1.882	6.1	0.002	0.003	0.001
Si	15.389	5.744	6.101	0.006	0.001	0.001
Si	15.391	9.572	6.102	0.014	0.006	-0.001
Si	3.861	13.434	6.101	-0.001	-0.002	-0.003
Si	3.86	1.881	6.096	0	0.006	-0.002
Si	3.861	5.741	6.1	-0.003	-0.003	0.001
Si	3.862	9.574	6.101	0.002	0.007	0.001
Si	7.697	13.435	6.113	0.007	-0.004	0.004
Si	7.693	1.881	6.105	0.005	0.008	0
Si	7.697	5.743	6.103	0.008	-0.01	-0.003
Si	7.696	9.569	6.106	0.004	-0.001	0.001
Si	11.55	13.436	6.119	-0.009	0	0.005
Si	11.551	1.88	6.107	-0.011	0	-0.002
Si	11.552	5.742	6.117	-0.015	-0.016	0.006
Si	11.552	9.572	6.112	-0.002	0.008	0.004
Si	1.935	13.431	7.457	0.008	-0.001	-0.008
Si	1.934	1.882	7.452	0.01	-0.008	-0.008
Si	1.934	5.735	7.454	0.009	0.004	-0.002
Si	1.935	9.574	7.456	-0.007	-0.006	-0.008
Si	5.772	13.433	7.476	0	0.005	0.005
Si	5.77	1.881	7.472	0.004	-0.006	0.001
Si	5.777	5.734	7.474	0.007	0.006	-0.001
Si	5.775	9.573	7.476	-0.016	-0.007	0.001
Si	9.621	13.438	7.465	0.005	0.009	0.008
Si	9.622	1.882	7.453	0.01	-0.006	-0.002
Si	9.619	5.734	7.458	-0.015	0.01	0.002
Si	9.622	9.571	7.46	-0.008	-0.002	0.005
Si	13.475	13.433	7.483	-0.001	0.004	-0.002
Si	13.474	1.881	7.476	-0.008	-0.009	-0.002
Si	13.478	5.735	7.486	-0.004	0.004	0.004
Si	13.478	9.575	7.481	-0.001	-0.001	0
Si	1.936	15.351	8.821	-0.006	0.007	-0.003
Si	1.935	3.805	8.81	-0.003	0.003	-0.001
Si	1.943	7.653	8.819	0	0.018	0.004
Si	1.94	11.503	8.809	0.002	-0.003	-0.003
Si	5.763	15.353	8.847	0.002	0.004	-0.004
Si	5.767	3.804	8.835	-0.002	-0.002	-0.005
Si	5.772	7.651	8.844	0.001	0.001	-0.001
Si	5.771	11.505	8.832	0.003	0.002	-0.002
Si	9.613	15.36	8.824	-0.002	0.009	-0.006
Si	9.617	3.804	8.807	-0.004	-0.013	-0.012
Si	9.626	7.648	8.819	-0.003	-0.022	-0.002
Si	9.619	11.505	8.804	0.001	0.001	-0.004
Si	13.479	15.353	8.853	0.003	-0.002	0
Si	13.479	3.8	8.846	0.003	-0.013	0.005
Si	13.486	7.657	8.856	0.002	0.005	0.012
Si	13.481	11.506	8.841	0.001	0.007	0.001
Si	15.422	15.358	10.204	-0.011	-0.004	0.006
Si	15.424	3.786	10.198	-0.004	0.006	0.002
Si	15.432	7.65	10.203	-0.006	-0.006	0.002
Si	15.425	11.516	10.191	-0.012	0	0.003
Si	3.835	15.352	10.213	0.025	0.001	-0.006
Si	3.837	3.804	10.199	0.026	0.009	-0.002
Si	3.844	7.641	10.208	0.009	-0.007	-0.004
Si	3.844	11.498	10.195	0.005	-0.009	-0.007
Si	7.695	15.359	10.193	-0.007	0	0
Si	7.703	3.78	10.176	-0.004	0.016	-0.004
Si	7.711	7.655	10.181	-0.003	-0.003	-0.006
Si	7.707	11.52	10.174	-0.017	0.002	-0.01
Si	11.529	15.358	10.184	0	-0.004	0.005
Si	11.527	3.811	10.176	-0.001	0.006	0.004
Si	11.539	7.647	10.191	-0.003	0.004	0.006
Si	11.531	11.499	10.17	-0.004	0.006	0.001
O	6.602	4.892	24.516	0.466	0.07	-0.397
O	11.774	16.916	21.952	-0.23	0.242	-0.523
O	15.84	14.485	20.124	-0.228	-0.053	0.315
O	9.184	15.552	18.659	0.451	-0.235	-0.302
O	5.421	15.112	22.105	-0.508	0.407	0.122
O	15.718	5.87	18.443	0.314	0.194	0.223
O	10.871	9.581	18.124	-0.097	0.139	0.049
O	15.801	9.731	18.246	0.467	-0.088	0.152
O	4.999	13.164	20.461	0.271	0.373	-0.229
O	5.811	17.328	17.582	0.251	-0.196	0.325
O	5.908	5.753	17.398	-0.001	-0.256	0.432
O	14.838	9.429	20.682	-0.032	-0.286	0.044
O	3.191	9.276	17.954	-0.451	-0.079	-0.145
O	6.17	3.445	20.762	-0.039	0.127	-0.345
O	4.913	13.444	25.758	0.189	-0.488	-0.276
O	13.171	17.284	17.473	0.068	0.164	0.636
O	10.974	3.986	22.473	0.352	0.384	-0.345
O	13.388	5.77	17.363	-0.041	-0.084	0.418
O	13.389	9.582	17.352	0.083	-0.054	0.293
O	7.223	14.903	20.213	-0.469	0.054	-0.224
O	16.552	8.93	23.371	0.283	-0.229	-0.366
O	10.935	5.848	18.148	0.087	-0.26	0.409
O	10.283	13.171	24.439	0.16	0.232	-0.186
O	10.958	5.606	27.188	-0.193	0.047	-0.28
O	4.224	4.672	25.514	0.215	0.028	-0.117
O	10.515	2.241	18.039	-0.037	0.117	0.174
O	14.125	11.183	22.516	-0.009	0.426	0.013
O	14.971	6.384	27.494	0.432	-0.085	-0.162
O	2.565	12.889	19.699	-0.032	0.183	0.145
O	2.077	6.172	20.39	-0.28	0.206	0.26
O	5.594	17.905	24.914	-0.295	-0.384	-0.323
O	12.11	14.807	25.193	0.093	0.459	0.182
O	5.797	9.479	17.403	0.087	0.2	0.366
O	3.571	6.11	18.355	-0.135	-0.067	0.071
O	14.029	4.803	23.246	-0.355	0.011	-0.412
O	16.236	13.367	17.824	0.357	0.22	-0.044
O	10.474	17.56	26.907	0.247	0.119	-0.315
O	2.353	9.599	25.585	-0.057	-0.055	0.198
O	9.956	9.047	27.106	-0.121	-0.304	-0.103
O	6.903	5.206	27.146	-0.096	0.062	-0.211
O	14.575	11.512	28.082	-0.183	-0.113	-0.202
O	2.597	11.151	23.447	0.519	-0.403	-0.34
O	15.666	11.018	24.67	-0.186	-0.102	0.627
O	17.065	3.791	19.174	0.094	0.033	-0.667
O	14.68	9.017	27.243	0.015	-0.033	-0.488
O	10.68	13.695	27.095	0.187	0.069	-0.188
O	9.582	15.442	25.587	-0.501	-0.132	-0.055
O	11.875	14.735	20.516	0.068	0.108	0.07
O	13.263	14.922	22.782	0.103	-0.369	0.028
O	7.843	14.354	22.728	0.466	0.353	-0.088
O	3.25	8.722	27.818	-0.049	-0.458	0.348
O	11.648	12.113	20.424	0.524	-0.072	0.203
O	12.323	9.7	21.252	-0.145	-0.642	-0.44
O	17.54	17.787	24.875	0.01	-0.072	-0.373
O	3.194	17.516	27.265	0.308	0.193	-0.352
O	15.442	16.58	18.434	0.232	-0.146	0.073
O	6.856	13.914	27.489	0.315	0.281	-0.003
O	3.239	7.076	25.842	-0.01	-0.136	-0.347
O	13.045	4.774	25.749	0.31	-0.083	0.389
O	9.934	10.739	25.119	0.308	0.076	0.547
O	15.605	11.816	19.883	-0.36	0.184	0.26
O	16.119	12.93	22.966	0.01	0.591	-0.365
O	3.34	13.515	22.516	-0.145	0.208	-0.019
O	1.99	9.832	20.27	-0.165	-0.135	0.607
O	4.596	5.547	20.757	0.315	0.161	0.311
O	15.749	6.642	22.698	0.48	0.199	-0.213
O	3.039	11.383	28.272	-0.119	-0.021	-0.336
O	9.891	5.28	20.433	0.144	-0.175	-0.013
O	15.09	3.288	25.123	-0.191	-0.396	0.624
O	2.969	13.896	27.455	-0.346	0.36	0.071
O	12.753	18.113	24.061	0.036	-0.347	0.222
O	13.958	8.581	23.003	-0.6	-0.113	0.06
O	6.347	17.285	27.396	-0.097	-0.005	-0.057
O	14.803	14.081	27.322	0.206	-0.156	-0.354
O	14.217	16.654	27.391	-0.279	-0.109	-0.122
O	9.525	8.225	24.571	0.103	0.197	-0.54
O	4.927	9.198	25.798	0.022	0.289	-0.373
O	10.568	11.372	28.142	-0.034	0.05	-0.344
O	8.805	5.861	25.413	0.324	-0.183	0.256
O	9.44	6.172	22.839	-0.088	0.421	-0.358
O	8.41	11.793	23.149	-0.337	-0.579	-0.467
O	8.155	17.635	25.587	0.203	0.228	-0.227
O	14.598	3.8	28.14	0.009	0.028	-0.489
O	11.257	6.261	24.654	0.291	-0.111	-0.582
O	6.748	11.359	28.288	-0.007	-0.154	-0.507
O	13.853	12.966	24.397	-0.157	-0.372	0.184
O	6.531	8.677	27.819	-0.087	-0.519	0.163
O	15.328	4.794	20.889	-0.369	-0.404	-0.122
O	17.063	4.914	25.678	-0.307	0.01	0.007
O	16.575	15.977	26.627	-0.036	-0.163	0.249
O	9.858	10.132	20.459	-0.457	-0.124	0.167
O	9.594	7.698	19.472	-0.016	-0.115	0.658
O	6.5	15.548	25.453	-0.01	0.035	-0.379
O	8.337	5.674	18.318	-0.185	-0.237	0.374
O	7.36	13.125	25.033	0.364	-0.507	0.467
O	3.479	15.6	25.498	0.262	0.31	-0.489
O	8.391	3.891	22.068	-0.374	-0.06	0.707
O	6.583	7.257	25.577	-0.429	0.085	-0.339
O	9.43	13.471	20.085	-0.207	-0.218	0.597
O	8.538	2.508	19.848	-0.128	0.326	-0.026
O	15.112	7.524	25.124	0.326	-0.183	0.056
O	14.597	15.406	25.046	0.478	0.431	-0.263
O	13.585	13.428	17.354	0.145	-0.012	0.317
O	2.39	13.274	24.968	-0.321	-0.204	0.293
O	16.825	16.9	20.511	0.091	-0.152	0.621
O	11.176	13.501	18.253	-0.21	0.162	0.045
O	7.413	16.865	21.998	0.329	0.059	0.707
O	12.809	7.333	26.455	-0.53	0.521	0.082
O	10.865	11.213	22.726	0.294	-0.001	0.074
O	3.278	17.206	18.519	-0.174	-0.08	0.261
O	3.573	3.066	20.826	-0.151	-0.349	0.181
O	4.711	4.041	22.938	-0.448	0.135	0.169
O	16.582	4.183	23.161	0.587	-0.344	-0.542
O	5.86	12.641	22.877	-0.06	-0.632	0.2
O	4.297	10.843	19.648	0.632	-0.039	0.37
O	10.301	17.49	24.169	-0.366	-0.088	-0.114
O	14.09	16.299	20.716	-0.255	0.177	-0.101
O	3.961	8.085	20.145	0.281	0.108	0.417
O	7.658	9.64	25.724	-0.098	0.518	-0.12
O	8.244	9.663	18.383	-0.243	0.328	0.277

Results
total energy: -86848.790 eV
total energy less fixed offsets of O -438.35, Si -107.03 eV per atom: 2.810 eV
